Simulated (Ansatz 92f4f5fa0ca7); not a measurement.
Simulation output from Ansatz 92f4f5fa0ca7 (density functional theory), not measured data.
Periodic cell of 192 atoms, Si128O64, from a study of silicon, its oxide and their interface. The atomic structure is a simulated model.
This geometry differs little from another in the collection (a relaxation step or a small displacement).

Settings
functional: r2SCAN
potential files: Ansatz PAW
basis: plane waves
wave-function cutoff: 800 eV
density cutoff ratio: 5
exchange-correlation grid ratio: 1
k mesh: 1 x 1 x 1, shifted by 0.5 0.5 0 of a step
self-consistency stop: 1e-10 eV per atom in the density residual
occupations: fixed
spin: none
net charge: 0

Cell vectors (angstrom)
a, 10.887, 0, 0
b, 0, 10.887, 0
c, 0, 0, 27.9918

Atoms and the computed forces on them: element, x, y, z (angstrom), force x, y, z (eV/angstrom)
Si, -0.5685, 0.1616, -0.0138, -0.0008, -0.0006, -0.001
Si, 3.061, 2.3214, -0.0565, 0.0007, 0.0009, -0.0003
Si, -0.1895, 5.7572, 0.1603, -0.0003, 0.0001, -0.0017
Si, 3.053, 8.0126, 0.1384, 0.0006, 0.001, -0.0011
Si, 5.2339, -0.0578, 0.2727, -0.0012, 0.0006, 0.0004
Si, 8.3596, 2.6231, 0.2588, -0.0003, 0, -0.0013
Si, 5.0628, 5.5675, -0.2433, -0.0001, 0.0001, -0.0013
Si, 8.4125, 7.9344, 0.2241, 0.0001, 0.0009, -0.0004
Si, 1.2959, 1.2267, 1.1118, 0.001, 0.0007, 0.0003
Si, 4.0398, 4.0355, 1.2379, -0.0001, 0.001, -0.0003
Si, 1.3952, 6.8991, 1.394, 0.0003, -0.0001, 0.0002
Si, 4.1157, 9.3964, 1.678, 0, 0.0009, 0.0004
Si, 6.823, 1.2863, 1.3994, 0, -0.0012, -0.0005
Si, 9.5937, 4.1342, 1.4914, 0.0007, 0.0005, 0.0004
Si, 6.7379, 6.6541, 1.2092, 0.0004, -0.0008, 0.0004
Si, 9.4821, 9.5122, 1.5602, -0.0003, 0, -0.0011
Si, 0.0802, 2.6471, 2.6666, -0.0005, -0.0002, -0.0012
Si, 2.6231, -0.0231, 2.7152, -0.0008, 0.0001, -0.0004
Si, 0.0508, 8.2053, 2.8183, 0.0005, 0.0007, 0
Si, 2.7276, 5.4101, 2.6728, -0.0005, 0.0003, -0.0012
Si, 5.4182, 2.711, 2.6676, 0, 0.0007, -0.0009
Si, 8.124, -0.0191, 2.8553, 0.0001, 0, -0.0009
Si, 5.5453, 8.0041, 2.8084, -0.0004, -0.0005, 0.0003
Si, 8.1081, 5.4332, 2.7344, -0.0001, 0.0002, -0.0006
Si, 1.3857, 4.0434, 4.05, 0, -0.0001, -0.0003
Si, 4.0285, 1.3677, 4.0272, -0.0006, -0.0001, 0.0005
Si, 1.3628, 9.5447, 4.1774, -0.0005, 0.0001, -0.0002
Si, 4.0964, 6.7117, 4.1064, 0.0002, -0.0002, 0.0008
Si, 6.7771, 4.0427, 4.0811, -0.0002, 0.0009, 0
Si, 9.5595, 1.3576, 4.0937, 0.0002, 0.0002, 0.0005
Si, 6.8018, 9.4655, 4.1655, -0.0008, -0.0003, -0.0002
Si, 9.4992, 6.8156, 4.0717, -0.0005, -0.0001, -0.0003
Si, -0.0087, 0.0048, 5.5029, -0.0009, 0, 0.0001
Si, 2.7308, 2.7245, 5.4507, -0.0001, -0.0002, -0.0006
Si, -0.0146, 5.4164, 5.3876, -0.0002, 0.0005, -0.0001
Si, 2.7436, 8.135, 5.446, 0.0001, 0.0001, -0.0003
Si, 5.3887, -0.0104, 5.4093, 0, 0.0004, 0.0004
Si, 8.1633, 2.7082, 5.4323, -0.0003, 0.0002, -0.0002
Si, 5.4457, 5.3876, 5.4865, -0.0008, 0.0002, 0
Si, 8.1984, 8.159, 5.5032, 0.0002, -0.0002, 0.0002
Si, 1.3625, 1.3775, 6.818, -0.0004, 0.0002, -0.0002
Si, 4.0764, 4.0569, 6.8464, -0.0005, 0.0006, -0.0004
Si, 1.3414, 6.7845, 6.7745, -0.0006, 0.0003, -0.0002
Si, 4.0666, 9.5286, 6.7997, -0.0007, 0.0003, 0
Si, 6.7793, 1.3405, 6.7764, -0.0003, 0.0005, -0.0006
Si, 9.5138, 4.0882, 6.7757, -0.0009, -0.0003, 0
Si, 6.8096, 6.791, 6.8141, -0.001, -0.0001, -0.0001
Si, 9.5322, 9.5292, 6.8628, -0.0005, 0.0002, -0.0004
Si, -0.0283, 2.7322, 8.14, -0.0002, 0.0004, -0.0002
Si, 2.7249, 0.0125, 8.1672, -0.0006, 0.0004, -0.0001
Si, 0.0165, 8.1512, 8.1826, -0.0003, 0.0001, 0.0001
Si, 2.7003, 5.4506, 8.1599, -0.0002, -0.0001, 0.0001
Si, 5.4459, 2.6983, 8.1837, -0.0004, 0.0002, 0
Si, 8.1368, 0.0067, 8.17, -0.0004, 0.0007, -0.0001
Si, 5.4459, 8.1859, 8.1362, -0.0003, 0.0001, 0
Si, 8.1816, 5.4437, 8.1625, -0.0004, 0.0004, 0.0001
Si, 1.3252, 4.0784, 9.494, 0.0003, 0.0003, -0.0001
Si, 4.0883, 1.3447, 9.5597, -0.0006, 0.0002, 0.0002
Si, 1.3657, 9.5506, 9.5177, -0.0008, 0.0003, 0
Si, 4.0737, 6.8502, 9.4818, -0.0008, -0.0001, 0.0003
Si, 6.8079, 4.0979, 9.5084, -0.001, 0.0002, -0.0002
Si, 9.4822, 1.4017, 9.5094, 0, 0.0005, 0.0001
Si, 6.7864, 9.5277, 9.5231, -0.0005, 0.0002, 0
Si, 9.5276, 6.8001, 9.5442, -0.0009, 0.0001, 0.0001
Si, -0.0363, 0.0315, 10.8312, 0.0004, 0.0006, -0.0003
Si, 2.686, 2.7386, 10.8548, -0.0002, 0.0004, 0.0005
Si, -0.0024, 5.4178, 10.8921, -0.0004, 0, -0.0001
Si, 2.7624, 8.2282, 10.8713, 0.0003, 0.0003, 0.0003
Si, 5.4745, -0.0041, 10.9304, -0.0001, 0.0006, -0.0003
Si, 8.1351, 2.7575, 10.9082, 0.0006, -0.0001, -0.0005
Si, 5.4484, 5.5012, 10.8193, -0.0001, 0, -0.0005
Si, 8.1293, 8.1605, 10.8789, -0.0006, 0.0007, 0.0001
Si, 1.3062, 1.3818, 12.2098, -0.0004, 0.0005, -0.001
Si, 4.068, 4.1597, 12.122, -0.0001, 0.0009, -0.0011
Si, 1.4137, 6.8124, 12.1464, 0.0002, 0.0001, -0.0003
Si, 4.1338, 9.5356, 12.3146, 0, 0.0002, -0.0003
Si, 6.7919, 1.4049, 12.2992, -0.0002, 0.0002, -0.0007
Si, 9.4802, 4.1086, 12.2928, -0.0003, 0.0001, -0.0005
Si, 6.766, 6.8185, 12.2756, 0.0002, 0.0004, -0.0001
Si, 9.4748, 9.5715, 12.1713, 0, 0.0011, 0
Si, -0.0382, 2.7315, 13.6165, -0.0002, 0.0002, -0.0007
Si, 2.7131, 0.0632, 13.5448, -0.0002, 0.0005, 0.0001
Si, -0.0318, 8.1398, 13.3796, -0.0007, 0.0003, 0.0015
Si, 2.8359, 5.5496, 13.5361, 0.0004, 0.0007, 0.0007
Si, 5.3253, 2.8259, 13.532, -0.0002, 0.0008, -0.0007
Si, 8.2089, 0.0434, 13.6403, 0.0009, -0.0001, 0.0004
Si, 5.4876, 8.1649, 13.745, 0.0003, 0.0008, 0.0003
Si, 8.0834, 5.4566, 13.6724, -0.0005, 0.0006, 0.0003
Si, 1.3498, 4.2427, 14.7348, -0.0003, 0.0003, -0.0008
Si, 3.8624, 1.5989, 14.9168, -0.0014, 0.0012, -0.0006
Si, 1.3943, 9.4093, 14.6812, 0.0004, -0.0001, 0.0011
Si, 4.1736, 6.7605, 15.1608, 0.0001, -0.0002, 0.0004
Si, 6.6821, 4.054, 15.0085, -0.0002, 0.0008, -0.0015
Si, 9.6199, 1.3384, 15.0998, 0.0001, -0.0007, -0.0014
Si, 6.8137, 9.6286, 15.0584, -0.0002, 0.0003, 0.0008
Si, 9.4841, 6.9365, 14.8553, 0, -0.0001, 0.0002
Si, 0.1537, -0.2926, 16.1995, -0.0007, -0.0006, 0.001
Si, 2.6286, 3.2122, 16.3662, -0.0011, 0.0002, 0.0016
Si, 0.1901, 5.7538, 16.0446, -0.0003, -0.0005, 0.0007
Si, 2.4184, 7.9149, 16.1908, -0.0013, 0.0017, 0.0018
Si, 5.3933, 0.3472, 16.1009, 0.0008, -0.0004, 0.0012
Si, 7.7648, 2.3642, 16.205, -0.0014, -0.0001, 0.0007
Si, 5.192, 5.0808, 16.6068, -0.0004, 0.0001, 0.0005
Si, 8.6138, 8.6036, 16.2593, -0.0002, 0, 0.0023
Si, 19.4179, -7.7809, 19.1015, 0.0005, 0.0008, -0.0013
Si, -21.4471, 14.7709, 22.6996, -0.0002, 0, 0.0004
Si, -15.266, 5.5263, 19.5843, 0.0007, 0.0007, -0.001
Si, -8.0613, 21.177, 17.8345, 0.0001, 0.0002, 0.0007
Si, -25.5383, 22.0966, 19.8652, 0.0017, 0.0012, -0.002
Si, -4.8724, -22.5542, 22.2596, -0.0003, 0.0001, 0.0002
Si, -2.5771, 3.8359, 25.4965, -0.0003, -0.0002, 0.0013
Si, 5.3784, 7.8084, 23.6943, -0.0001, 0.001, 0.0004
Si, -10.4675, 21.4146, 22.7726, -0.0004, -0.0003, 0.0011
Si, -6.5028, 5.6552, 22.0066, 0, -0.0005, -0.0006
Si, -11.2003, 8.2524, 21.0562, -0.0012, -0.0004, -0.002
Si, -8.2665, -9.0933, 22.4539, 0.0007, 0.0006, -0.0007
Si, -16.0237, -27.5536, 24.6591, 0, -0.0005, 0.001
Si, 4.2016, 33.012, 20.3472, -0.0003, 0.0007, -0.0012
Si, 12.3003, 5.788, 20.7836, 0.0002, -0.0002, 0
Si, 10.3681, 8.1438, 23.9574, 0.0002, -0.0008, -0.0005
Si, -17.7888, -1.2535, 25.9001, 0.0004, -0.0012, 0.0015
Si, 6.6495, 0.9384, 24.4919, -0.0002, -0.0005, 0.001
Si, 10.7996, -5.4758, 25.2792, 0.0008, 0, 0.0028
Si, 3.9014, 1.6801, 25.2188, -0.0014, 0.0018, 0.0015
Si, 19.5582, 9.7449, 25.864, -0.0004, 0.0007, 0.0016
Si, 22.2447, 14.8944, 18.4293, -0.0004, -0.0003, -0.0005
Si, -2.8657, 8.2363, 19.1546, 0.0005, 0.0002, -0.0013
Si, 9.2157, -8.9393, 23.5442, -0.0007, 0.0003, 0.0005
O, -10.8119, -11.9571, -6.6504, -0.0003, 0, -0.0001
O, 0.2755, 5.1733, -6.2364, 0.0008, 0.0004, -0.0007
O, -3.2654, 12.5781, -4.5737, 0.0006, -0.0009, -0.0006
O, 3.4679, -8.698, -4.2345, -0.0006, -0.0002, 0.0003
O, -2.6372, -29.504, -10.4685, 0.0003, 0.0007, 0.0016
O, 7.2255, -0.1246, -6.5673, -0.0007, 0.0001, 0
O, -16.2223, 12.676, -2.6262, -0.0013, -0.0021, -0.0002
O, 4.7555, -6.0988, -4.6135, 0.0012, 0.0009, -0.0004
O, -15.1735, 23.0734, -11.2624, 0.0007, 0.0007, 0.0002
O, 20.3369, -2.6837, -8.0873, -0.0011, 0.0003, 0.0004
O, -7.2709, 1.6101, -6.8042, 0, -0.0008, -0.0004
O, -3.8497, -6.7475, -3.444, -0.0012, 0.0006, 0.0001
O, 0.9878, 7.356, -7.371, -0.0004, 0.0005, 0.0002
O, -6.9763, 4.0888, -11.0756, -0.0001, 0.0006, 0.0002
O, 9.4399, 1.5168, -0.248, -0.0007, 0.0004, 0.0011
O, 7.7642, -7.4285, -1.0213, 0.0001, 0.0006, -0.0012
O, -1.8378, 19.6683, 24.6321, 0.0005, -0.0002, -0.0015
O, 22.3661, -12.4509, 23.8421, 0.0007, 0.0001, 0.0004
O, -1.6183, -8.288, 25.0377, -0.0005, -0.0003, -0.0011
O, -25.0116, 0.0423, 25.4141, 0.0008, -0.0012, -0.0013
O, -19.0256, 8.6882, 17.6028, -0.0004, 0, -0.0011
O, -27.3787, -0.8946, 26.8404, -0.0004, 0.0001, -0.0001
O, 1.8114, 0.4171, 22.6654, -0.0002, 0.0001, -0.0001
O, -23.0857, -4.0073, 27.7091, -0.0004, 0, -0.0006
O, 10.1616, -7.6324, 19.2668, 0.0002, 0.0011, -0.0023
O, -16.1239, -10.7794, 23.5477, 0.001, 0.0003, 0
O, -14.6864, 7.0502, 19.7782, 0.0003, -0.0001, 0.0002
O, 3.0992, -8.2818, 26.3086, 0.0001, -0.0015, 0.0006
O, -6.8644, 6.8131, 27.5846, -0.001, -0.0001, 0.0001
O, -1.0882, -7.794, 22.5546, 0.0003, -0.0004, 0.0001
O, 5.8247, 16.3159, 18.0902, 0.0001, 0.0001, 0.0009
O, 10.5552, 15.8041, 17.3464, 0.0009, 0.0002, 0.0001
O, 0.5239, 5.2034, 26.7689, -0.001, 0, -0.0013
O, 12.2236, -16.7945, 19.3875, -0.0003, 0.0001, 0.0009
O, 24.6524, 16.3962, 21.4275, -0.0002, 0.0005, -0.0004
O, 1.564, 24.8153, 17.6492, -0.0001, 0.0013, -0.0001
O, 13.9094, 10.7073, 19.3804, -0.0001, -0.0005, -0.0001
O, 7.6624, 15.2397, 19.7307, -0.0004, 0.0004, -0.0015
O, 2.8041, 19.8137, 26.7828, 0.0008, -0.0003, -0.0004
O, -0.8168, 10.3062, 26.517, -0.0009, -0.0002, -0.0005
O, -4.7007, 17.5475, 24.4831, -0.001, -0.0004, -0.0013
O, 25.1723, 0.1438, 25.3545, 0, -0.0001, -0.0008
O, 17.3421, 30.4661, 22.873, -0.0004, -0.0006, 0.0002
O, 5.2229, 4.987, 26.2087, 0.0005, 0.0003, 0
O, -0.7775, -10.2662, 23.3063, 0.0013, 0.0002, 0.0007
O, -6.2153, -0.8458, 21.3504, 0.0012, -0.0001, 0.0001
O, 11.0158, 6.9303, 24.7888, -0.0008, -0.0002, 0.0011
O, 11.46, -6.5193, 24.2332, -0.0004, 0.0004, 0.0001
O, -2.994, 8.8165, 26.9411, 0.0002, 0.0007, -0.0004
O, 8.1573, 18.6941, 17.6021, 0.0001, 0.0011, 0
O, -17.5155, 10.7072, 17.1691, 0.0001, -0.0007, 0.0002
O, -5.3105, 0.7782, 19.5712, 0.0003, -0.0009, 0.0008
O, -31.368, 6.8171, 16.6221, -0.0004, -0.0006, 0.0003
O, -16.3473, 5.323, 20.7939, -0.0001, 0.0003, 0.0005
O, -17.3301, 7.1784, 22.5381, -0.0007, -0.0002, 0.0002
O, -9.3475, 13.8425, 22.1875, -0.0006, -0.0001, 0.0003
O, -1.0627, 9.6207, 16.7731, 0.0001, 0.0001, -0.0004
O, 4.4633, 19.5425, 24.7142, 0.0013, -0.001, -0.0015
O, 12.2798, -10.8481, 17.2928, 0.0001, 0.0004, -0.0006
O, 4.1668, 12.0217, 28.0021, 0.0006, -0.0024, -0.0015
O, 20.0911, 16.0569, 25.4193, 0.0009, -0.0004, -0.0003
O, 18.3509, 20.6771, 19.1081, 0.0002, 0.0003, 0.0007
O, 20.8586, -14.0948, 22.4549, 0, 0.0007, 0.0004
O, -24.5762, 1.6119, 19.6255, -0.0012, -0.0014, -0.002

Results
free energy: -118371.372 eV
free energy less fixed offsets of O -570.45, Si -639.56 eV per atom: 1.108 eV

The program warned: the cutoff lies below the one the program advises for these potential files; the forces do not sum to zero within the program's tolerance; empty levels may hold ghost states of the PAW files; the exchange-correlation potential is rough where the density is thin.
